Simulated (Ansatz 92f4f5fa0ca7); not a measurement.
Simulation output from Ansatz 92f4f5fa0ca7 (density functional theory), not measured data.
Periodic cell of 140 atoms, Si84O56, from a study of silicon, its oxide and their interface. The atomic structure is a simulated model.

Settings: functional r2SCAN; potential files Ansatz norm-conserving; basis plane waves; wave-function cutoff 1300 eV; density cutoff ratio 4; exchange-correlation grid ratio 1; k mesh 2 x 2 x 1, shifted by 0.5 0.5 0.5 of a step; self-consistency stop 5e-08 eV per atom in the density residual; occupations Fermi-Dirac, 0.05 eV; spin none; net charge 0.

Cell vectors (angstrom)
a, 10.88, 0, 0
b, 0, 10.88, 0
c, 0, 0, 20.6775

Atoms: element, x, y, z (angstrom)
Si, -0.8952, 0.7053, -0.464
Si, 2.4858, 2.4447, 0.3946
Si, -0.3627, 5.9259, -0.022
Si, 3.0538, 8.2579, -0.0538
Si, 5.9001, -0.5131, -0.1018
Si, 7.8645, 2.8323, 0.6127
Si, 5.7581, 5.1157, -0.0741
Si, 8.1763, 7.8047, 0.3993
Si, 0.8272, 1.1205, 1.3221
Si, 4.0267, 4.0072, 1.2149
Si, 1.3571, 6.979, 1.337
Si, 4.2035, 9.5315, 1.7515
Si, 6.4551, 1.193, 1.5265
Si, 9.3642, 4.3336, 1.5036
Si, 6.8318, 6.6358, 1.5663
Si, 9.691, 9.712, 1.2984
Si, -0.0571, 2.9223, 2.8117
Si, 2.4745, 0.0436, 2.6432
Si, -0.0237, 8.2905, 2.7263
Si, 2.5794, 5.0476, 2.4957
Si, 5.3452, 2.7056, 2.8366
Si, 8.1656, -0.1364, 2.7965
Si, 5.6975, 7.9062, 2.889
Si, 8.2721, 5.5829, 2.9721
Si, 1.2018, 4.1449, 4.2604
Si, 3.8923, 1.328, 4.0082
Si, 1.6544, 9.3594, 4.1652
Si, 3.9275, 6.7198, 3.9598
Si, 6.9936, 4.101, 4.0802
Si, 9.5292, 1.1804, 4.1054
Si, 7.1148, 9.4375, 4.2984
Si, 9.4008, 6.9525, 4.1363
Si, 0.254, -0.2607, 5.4261
Si, 2.7925, 2.7082, 5.5073
Si, -0.2134, 5.5353, 5.4118
Si, 2.8164, 7.8994, 5.6301
Si, 5.2308, -0.1802, 5.2152
Si, 8.0179, 2.5537, 5.2881
Si, 5.2809, 5.4907, 5.3782
Si, 8.1449, 8.1715, 5.8256
Si, 1.4081, 1.3754, 6.6994
Si, 4.0823, 4.1668, 6.9044
Si, 1.1154, 6.8116, 6.69
Si, 4.1744, 9.4236, 6.8383
Si, 6.7108, 1.2812, 6.8195
Si, 9.2614, 4.093, 6.5816
Si, 6.5827, 6.6222, 6.9281
Si, 9.5955, 9.4497, 7.0908
Si, -0.222, 2.6408, 7.7685
Si, 2.7931, -0.0531, 8.0822
Si, 0.1159, 8.0646, 8.4025
Si, 2.5783, 5.648, 8.0583
Si, 5.3826, 3.036, 8.4034
Si, 8.1443, 0.0584, 8.123
Si, 5.5103, 8.1691, 8.3808
Si, 7.854, 5.3264, 8.0069
Si, 1.1695, 4.1838, 8.9842
Si, 4.081, 1.3331, 9.587
Si, 1.2557, 9.7505, 9.5289
Si, 3.9653, 6.7981, 9.6054
Si, 6.2878, 4.7509, 9.8692
Si, 9.7448, 0.8854, 9.5152
Si, 6.4684, 9.9988, 9.6317
Si, 9.85, 6.1305, 9.4794
Si, 2.6114, -0.4266, 14.0317
Si, 2.2787, 2.6131, 11.3789
Si, 10.6105, -0.6495, 17.4214
Si, 10.0597, 2.2761, 12.1982
Si, 2.0637, 3.0103, 15.9964
Si, -2.3517, 5.1236, 11.967
Si, 3.3179, 8.6849, 11.6436
Si, 3.4562, 0.1934, 19.0102
Si, 11.0257, 0.9484, 14.7757
Si, 7.9842, 8.8437, 16.5196
Si, -4.5322, -0.0654, 14.919
Si, 4.5126, 2.0059, 15.0351
Si, 4.1773, 6.2067, 18.4924
Si, 6.3661, -1.8597, 12.3298
Si, 7.7091, 6.8109, 14.3829
Si, 3.4837, 4.2724, 13.8089
Si, 2.4605, 9.6591, 16.9651
Si, 5.0107, 6.4193, 15.3475
Si, 12.3902, 4.4875, 18.7598
Si, 5.1635, 8.8448, 16.5663
O, -0.4161, 0.2837, -1.9166
O, 4.6196, 6.0139, -3.7176
O, 3.2275, 1.6905, -0.8897
O, 1.7054, 3.5796, -0.4889
O, -1.6281, 6.9364, -0.5716
O, 0.3256, 5.4893, -1.5416
O, 2.5901, 9.655, -0.7191
O, 3.9678, 7.2754, -0.9865
O, 5.0624, -0.2021, -1.7005
O, 3.5222, 0.9927, -6.5513
O, 8.9193, 1.9705, -0.2305
O, 7.1308, 4.0741, -0.2086
O, 5.5118, 5.5949, -1.6026
O, -2.2088, 7.7234, -5.2476
O, 6.7882, 8.9988, -0.4572
O, 2.2644, 3.1873, 9.9119
O, 0.0083, 4.8836, 10.1538
O, 5.2841, 0.237, 10.2011
O, 3.2503, 1.3692, 11.0768
O, 2.3322, 9.6125, 10.7256
O, 3.7376, 8.7236, 17.4344
O, 5.1059, 5.6488, 10.2707
O, 2.9652, 7.2255, 10.8835
O, 0.809, 2.143, 11.9902
O, 9.8922, 1.7034, 13.6523
O, 10.7746, -0.2229, 9.7755
O, 9.6213, 14.7697, 12.2497
O, 13.1302, 3.897, 14.71
O, 9.0999, 6.251, 10.992
O, -4.3519, -2.3011, 17.291
O, -1.6695, -1.6107, 17.5191
O, 1.0477, -1.5007, 17.6354
O, 2.8652, 3.6707, 12.3714
O, 11.9502, 0.071, 13.756
O, 9.1314, 1.5047, 11.1062
O, 7.3288, -1.6272, 11.0603
O, 3.5907, 2.4351, 16.3254
O, -3.2034, -0.7767, 15.4314
O, -7.7509, 9.1885, 13.1851
O, -2.1933, 5.7228, 13.5117
O, -4.7588, -0.5071, 13.3316
O, 11.8669, 12.7431, 15.664
O, 4.9414, 8.8614, 11.4457
O, 10.4961, -0.2256, 15.837
O, 7.0856, 4.5763, 11.379
O, 3.9822, 5.8311, 14.1917
O, 6.1025, 1.5164, 14.9098
O, 13.1858, 9.6177, 15.4545
O, 13.8716, 5.0451, 18.628
O, 1.3724, 3.8588, 17.243
O, 4.6918, 3.3697, 14.3011
O, 4.9991, 8.0387, 15.1645
O, 5.0728, 10.2914, 15.7815
O, 7.0526, -3.158, 13.0761
O, 6.6019, -4.9696, 15.211
O, 2.8293, 0.2526, 17.5502

Results
free energy: -35862.340 eV
free energy less fixed offsets of O -463.61, Si -117.95 eV per atom: 7.620 eV
pressure: -2.03 GPa
stress xx, yy, zz, yz, xz, xy (GPa, positive in tension): 2.26, 1.1, 2.73, 0.45, 0.35, -0.54

Forces (eV/angstrom), in the order of the atoms: element, x, y, z
Si, 0.0299, -0.007, 3.4954
Si, 0.3003, 0.4797, -1.9365
Si, -0.0198, 0.125, -1.234
Si, 0.063, 0.602, 2.4664
Si, -1.492, -1.6546, -0.5705
Si, -0.8065, 1.2002, 0.7509
Si, 2.2267, -1.1247, 0.707
Si, 1.6483, 4.2887, -2.4902
Si, 0.3865, 1.5238, 0.1556
Si, 1.5935, -1.7795, 0.062
Si, 0.0269, -1.0522, -1.1615
Si, 1.1164, -1.055, -2.095
Si, 1.9295, -0.4671, -0.6767
Si, 2.1456, -0.8698, -0.294
Si, -1.6815, -2.5316, -1.0238
Si, -2.3926, -0.614, -1.2363
Si, -1.1414, -1.8216, -0.4711
Si, 0.5672, -0.8481, 0.1842
Si, 1.4303, -0.068, 0.669
Si, -1.0384, 3.7321, 1.7215
Si, -0.3741, 1.0604, -0.4751
Si, 0.0296, 0.9992, -1.3189
Si, -2.1178, 2.9491, 1.8288
Si, -1.4594, -1.2512, -1.2277
Si, 1.9659, -0.9609, -0.5698
Si, 0.0474, 0.5584, 0.1621
Si, -0.939, -0.4405, -0.5739
Si, 0.3454, -0.9747, -0.5076
Si, -2.8869, -0.1621, 0.1651
Si, 0.7485, 0.8866, 0.1087
Si, -2.5616, -0.3851, -0.645
Si, 1.2667, 2.5316, 1.4701
Si, -1.7135, 1.2659, 0.8339
Si, -0.5327, 1.0794, -0.2052
Si, -0.1442, -0.3253, -0.1927
Si, -0.0628, 1.1327, -1.1599
Si, 1.6489, 0.4081, 0.9787
Si, 0.9579, -0.7221, 1.2467
Si, 0.7737, -1.2493, -0.1636
Si, 0.3339, -1.2256, -0.0752
Si, -0.2563, -1.1588, 0.2168
Si, -0.7463, 0.204, -0.6677
Si, 0.9397, 0.6588, 1.1556
Si, -0.4222, -0.6695, 0.1762
Si, -1.1322, 1.3821, -0.5272
Si, -0.6042, -1.2667, 0.3037
Si, -0.5941, 3.2621, -1.706
Si, 0.57, -0.0923, -0.7876
Si, 0.7759, -0.0091, 1.946
Si, -0.8815, 1.251, 0.0267
Si, -0.7023, -0.9485, 0.4098
Si, 0.8842, -0.1918, -0.4422
Si, 0.2276, -1.8303, 0.9757
Si, -0.9666, -0.6234, 1.1651
Si, -0.8601, 0.5935, 0.1039
Si, 2.8206, -1.2937, 3.2507
Si, -1.1429, -1.6446, 2.9637
Si, 0.8788, -1.8566, 1.115
Si, 0.7385, 0.3983, -1.2696
Si, 0.6422, -1.4039, 0.6043
Si, 3.8586, -2.8542, -0.0516
Si, -2.9238, 4.947, 1.2613
Si, 0.4013, -0.1889, 1.9881
Si, -0.4519, -0.9529, 2.1437
Si, -0.9863, 0.8705, 1.5325
Si, -2.0574, -1.4096, 1.0247
Si, -3.5421, -1.5842, -0.802
Si, 0.3636, 2.9087, -0.9048
Si, -0.1724, 0.4876, 2.7275
Si, 1.7377, -1.7505, 1.9338
Si, 0.386, 0.4386, -0.7955
Si, 0.3616, 0.3196, 4.0942
Si, -3.0948, -2.3803, -4.1095
Si, 2.5557, 1.0716, -1.5238
Si, -0.6711, -0.6967, -2.7344
Si, 0.1436, -2.253, -0.5102
Si, -1.7712, -2.6887, 0.3829
Si, -0.2143, 1.1138, 0.82
Si, 1.9206, -0.768, -2.7206
Si, -0.2737, 0.5766, -1.9032
Si, 0.9631, -0.028, 1.9036
Si, 0.1386, -1.8117, 0.67
Si, 1.0574, -1.7074, 1.073
Si, -3.4094, 2.1875, -1.1678
O, 0.0601, 0.6558, -1.4489
O, -0.2051, 2.0385, -3.6301
O, 0.66, -3.488, -1.07
O, -1.9139, 1.0409, -1.9803
O, -0.3872, 0.0127, 1.055
O, -1.0484, 0.309, 1.0441
O, 0.7409, 2.9039, -2.5538
O, -1.0883, 0.9945, -0.4457
O, -0.0217, 0.2424, 2.3803
O, -0.2313, -1.5019, 0.5435
O, 2.3418, -2.6382, -2.5867
O, -2.1362, 0.1368, -0.3266
O, 2.1199, -1.3209, 1.8186
O, -2.9737, -0.3165, 0.5477
O, 1.3546, 0.0568, 1.1285
O, -2.0366, 2.3149, -2.6278
O, 1.3257, 0.6845, -4.0202
O, 1.456, -0.6321, -1.9499
O, 0.9911, -0.1814, -0.5541
O, -0.232, -0.1911, 1.2242
O, 0.8605, -0.4104, -0.7123
O, -3.7877, 3.2875, -0.2305
O, 1.2966, 0.6149, 0.6686
O, 0.697, 0.6035, -1.5336
O, 1.2468, -2.4651, 4.817
O, 2.9492, -2.1302, 1.3293
O, -0.7963, -1.2898, -0.8968
O, -1.6728, 1.0192, 0.7236
O, 0.0951, 1.1775, -1.7357
O, 2.3763, -0.666, 0.1013
O, -0.2133, 0.2595, -0.2375
O, -0.2753, -1.3068, 0.4099
O, 2.3426, 2.9111, 2.229
O, 1.0849, -0.0528, -0.4109
O, 1.6143, -1.0213, -2.7991
O, -0.9788, 1.9924, -2.4325
O, -0.3702, -0.2846, 0.0181
O, 0.3302, -0.6157, 1.6567
O, -0.4016, -0.1364, -1.2376
O, -2.5571, 1.7816, 0.8734
O, 0.7363, -1.9366, -0.2415
O, 1.4284, 2.0409, 1.6439
O, -0.5383, -1.0765, 1.3822
O, -0.126, 1.8339, 0.7479
O, 0.0734, 0.1412, -1.1324
O, 0.1723, -0.9434, -0.0448
O, -0.9628, 0.3831, 1.4355
O, 0.7075, 0.8758, -3.3042
O, 1.6773, 2.7419, 0.1084
O, -0.0193, -1.1172, 0.0308
O, 0.8897, 1.7726, -1.6452
O, 0.0596, -2.1687, 0.6126
O, 0.4456, -0.0149, 1.7573
O, -0.528, -0.0945, 1.8499
O, -1.2547, 1.4013, -0.6056
O, -0.0879, -0.0672, 0.2029
